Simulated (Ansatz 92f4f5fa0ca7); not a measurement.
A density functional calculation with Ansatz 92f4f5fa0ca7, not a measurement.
Periodic cell of 175 atoms, Si99O76, from a study of silicon, its oxide and their interface. The atomic structure is a simulated model.

Settings
functional: r2SCAN
potential files: Ansatz norm-conserving
basis: plane waves
wave-function cutoff: 1300 eV
density cutoff ratio: 4
exchange-correlation grid ratio: 1
k mesh: 2 x 2 x 1, shifted by 0.5 0.5 0.5 of a step
self-consistency stop: 5e-08 eV per atom in the density residual
occupations: Fermi-Dirac, 0.05 eV
spin: none
net charge: 0

Cell vectors (angstrom)
a	11.5403	0	0
b	0	11.5403	0
c	3.8147	3.2666	23.0902

Atoms and the computed forces on them: element, x, y, z (angstrom), force x, y, z (eV/angstrom)
Si	1.4011	-0.5295	2.291	0.3624	0.2939	-0.7013
Si	8.9699	2.8183	0.5353	0.5445	0.0984	-0.1503
Si	5.1633	10.2718	16.7103	0.1062	-0.1037	0.1067
Si	1.9339	3.4952	-4.054	0.1745	0.0561	0.1074
Si	1.8872	1.7368	0.4216	0.0863	0.185	-0.0341
Si	4.4168	7.5808	-1.7708	0.1106	-0.2312	-0.3063
Si	4.8388	-1.6341	-0.3365	-0.0227	-0.1373	-0.1263
Si	6.7667	7.7632	-0.1902	0.4654	0.2123	-0.8371
Si	9.9131	8.2044	0.1601	-0.1095	0.0184	0.3523
Si	1.7156	7.1295	2.3005	-0.0525	0.0377	-0.0117
Si	1.4337	3.0335	2.3102	-0.1552	0.3246	-0.0149
Si	2.3055	6.334	-3.4702	0.135	-0.1193	-0.0541
Si	3.6685	7.545	1.0268	-0.7446	0.3535	-0.6221
Si	6.6974	2.6213	1.5482	-0.4498	0.1011	-0.8333
Si	5.8404	6.8637	1.7466	-0.0259	0.412	-0.0936
Si	10.5956	-1.0273	2.0594	-0.8184	-0.2061	-0.2757
Si	10.5211	3.2161	2.3011	0.1521	0.1936	-0.0655
Si	10.7632	7.1493	2.1216	0.2231	-0.1796	0.2611
Si	2.0072	1.2377	3.7039	0.1077	0.0349	0.4045
Si	2.1785	5.0733	3.3965	-0.266	-0.2704	-0.0826
Si	2.1977	9.1183	3.5013	-0.1998	-0.1562	0.4001
Si	6.1753	1.0366	3.3053	-0.0641	-1.1438	0.2065
Si	6.1887	4.7739	2.8639	-0.0373	0.1102	0.5608
Si	6.2112	9.45	3.5775	0.2256	0.3262	-0.0667
Si	9.8802	1.4083	3.6038	-0.0709	-0.6542	-0.5234
Si	10.1148	5.2216	3.3847	0.1724	0.1797	-0.2159
Si	10.2003	8.8852	3.6458	-0.2773	0.022	0.0471
Si	0.1837	1.2064	5.0842	-0.2866	0.0184	0.1346
Si	0.359	5.0992	4.9162	0.0059	-0.0732	-0.0346
Si	0.4312	9.0403	5.1082	0.2452	0.321	0.0523
Si	4.1896	1.2615	4.7146	-0.0498	-0.0325	0.0337
Si	4.2886	4.9681	4.4698	0.1158	0.0805	0.1253
Si	4.2073	9.1011	4.7852	-0.0685	-0.0594	0.0055
Si	7.9482	1.2905	4.8693	0.098	0.0774	0.2615
Si	8.0082	5.186	4.4418	-0.0344	0.1252	0.151
Si	8.1481	9.0708	4.8271	0.0154	0.0774	0.0339
Si	0.2721	-0.5813	6.5432	0.0923	-0.1709	-0.1634
Si	0.2276	3.1832	6.3193	-0.1078	0.0226	0.0287
Si	0.447	7.0091	6.2347	0.0767	0.0209	0.0475
Si	4.1721	-0.5803	6.254	0.1563	-0.0247	-0.1735
Si	4.1706	3.2024	6.0911	0.0287	0.0601	0.1093
Si	4.3095	6.9627	5.8749	-0.0516	-0.0499	-0.2315
Si	8.1136	-0.6554	6.2959	-0.0428	-0.0643	-0.3221
Si	8.0093	3.3723	5.9619	-0.1559	-0.0924	-0.0333
Si	7.9813	7.0497	6.0039	0.058	0.1466	-0.0066
Si	2.3082	-0.5136	7.7078	-0.1381	0.1475	0.1183
Si	2.2218	3.1828	7.5731	0.031	-0.1916	-0.294
Si	2.4946	6.9605	7.3653	0.0679	-0.0695	-0.0866
Si	6.1538	-0.7086	7.592	-0.0202	-0.0486	0.2194
Si	6.1807	3.2838	7.4218	0.1163	0.1853	-0.2632
Si	6.0788	6.9955	7.448	0.2084	-0.0461	0.1894
Si	9.8564	-0.5695	7.8629	-0.0975	0.0058	0.3036
Si	9.7513	3.2837	7.5501	0.0356	0.0423	0.0134
Si	9.9483	7.1071	7.3685	-0.1968	-0.0998	-0.0946
Si	2.4384	1.4073	9.1677	0.0956	-0.2558	-0.3567
Si	2.3856	5.1261	8.8395	0.1093	0.053	0.0715
Si	2.418	8.9009	8.6574	0.0693	0.0653	-0.2815
Si	6.5599	1.339	8.7069	0.1176	0.0137	-0.0433
Si	4.2864	4.3827	10.0258	0.0091	0.3832	0.5817
Si	6.1395	8.8238	8.9904	-0.1122	-0.0853	-0.2092
Si	9.961	1.6606	11.0717	-0.6073	-0.4369	-0.0003
Si	9.8501	5.2738	8.794	0.0479	0.1025	-0.045
Si	8.0995	8.2519	10.2323	0.0978	0.4577	0.137
Si	8.683	10.5111	12.4191	-0.1383	-0.3072	0.2291
Si	0.347	5.7874	9.8126	-0.1456	0.1373	0.0776
Si	0.6336	8.1469	9.9341	-0.0846	-0.0254	0.0227
Si	4.6665	2.0288	9.97	-0.2096	-0.1891	0.7793
Si	6.2615	5.133	8.9686	-0.0357	0.0769	-0.0201
Si	4.0959	8.894	10.2581	-0.3971	0.169	0.2983
Si	9.0673	1.4642	8.9358	-0.0994	-0.1257	-0.4356
Si	8.1949	5.6411	10.4371	-0.0161	-0.2088	-0.2658
Si	10.0105	8.8483	8.9884	0.2978	-0.1966	0.075
Si	12.6141	1.392	16.6392	-0.477	0.1621	-0.0712
Si	2.4848	10.5005	12.2156	0.4619	-0.1006	0.133
Si	10.0576	8.4927	16.6429	0.0096	-0.0283	0.3488
Si	8.0541	7.0586	15.202	-0.0905	0.0053	0.1947
Si	7.1326	3.2085	14.2853	-0.3383	-0.0422	0.2494
Si	9.3251	15.4352	12.0499	0.1991	0.6343	0.8684
Si	8.3768	4.5056	16.5562	-0.0432	-0.0181	0.0667
Si	2.8561	12.064	18.0254	0.4405	-0.3381	0.2167
Si	12.3616	12.6947	11.0422	0.7542	-0.2264	0.5999
Si	3.0034	3.2901	19.273	-0.0059	0.1543	-0.0699
Si	8.5277	4.8124	22.366	-0.3168	-0.0683	-0.3625
Si	9.7703	-0.0736	16.9569	0.0342	-0.0211	0.2203
Si	9.0894	13.9384	18.3613	-0.0455	-0.2763	0.0946
Si	5.3433	7.2874	16.1931	-0.0105	-0.0599	-0.0008
Si	3.1278	4.9473	21.7198	0.1345	0.0508	-0.0613
Si	7.7633	4.6426	19.4466	-0.0947	0.0347	-0.1466
Si	3.2092	10.3253	20.5754	0.1111	-0.0594	0.1009
Si	7.3866	11.6252	14.8778	-0.0773	0.0755	0.203
Si	11.9303	6.6386	18.4225	-0.099	0.0677	-0.0153
Si	3.2938	5.9892	17.7044	-0.1493	-0.0136	-0.1455
Si	1.6958	7.4974	21.0267	-0.0302	0.0125	-0.3406
Si	11.7485	3.5165	18.5903	-0.1851	0.0769	-0.0208
Si	2.2891	13.0863	13.6624	0.3278	0.0562	0.3138
Si	2.1008	7.7307	11.8796	-0.2715	-0.2621	-0.2059
Si	11.5933	5.961	12.113	0.3821	-0.2759	-0.3261
Si	4.5516	3.1665	12.6348	0.0501	0.108	0.0424
Si	10.1135	8.301	13.6822	0.1475	0.0015	0.1665
O	3.5399	6.9699	-0.5286	0.3503	0.2159	0.3678
O	8.608	3.2309	22.7313	0.0572	0.1256	0.0012
O	1.9606	0.1368	0.8338	-0.2435	0.1198	0.074
O	2.6728	6.2188	20.8298	-0.0258	-0.0492	0.0679
O	10.0872	9.7809	0.6325	0.1683	-0.0268	-0.0188
O	3.9121	-2.3259	0.8377	0.1289	-0.2877	0.0559
O	6.4329	6.9492	15.0242	0.2231	0.087	0.2335
O	9.5954	5.6624	23.23	0.5071	-0.0102	0.5615
O	3.737	6.9804	-3.0889	-0.0713	0.1122	0.2244
O	6.2123	10.9389	2.8266	-0.1453	0.441	0.2943
O	6.4241	8.204	2.5507	-0.2151	-0.4051	0.0456
O	9.628	0.2874	2.3345	0.7459	-0.0131	0.4899
O	3.2486	2.1235	-0.3582	0.1737	-0.2848	-0.0219
O	12.0812	7.3389	19.8861	0.2131	-0.1067	0.0434
O	8.8383	4.1144	-0.5374	-0.0721	-0.5759	0.133
O	6.1284	11.0767	15.7146	0.1581	-0.0308	-0.0769
O	0.3249	3.5002	-4.2302	0.177	-0.1055	-0.1971
O	2.4827	2.0761	-3.4552	0.1362	0.0687	-0.1176
O	10.7883	8.4367	15.1738	-0.3278	-0.0198	-0.3425
O	2.496	8.8847	20.8073	-0.0352	0.0101	0.0552
O	4.3189	9.2209	-1.7456	0.16	-0.1596	0.4226
O	8.393	7.7304	-0.2407	0.0931	0.2136	0.04
O	6.3719	-2.1649	-0.1394	-0.1828	-0.3659	0.1312
O	7.0632	3.9327	15.7606	0.3399	-0.0118	-0.2209
O	7.0948	13.1615	14.5177	0.1142	0.0281	-0.0714
O	1.8141	6.6388	17.6289	0.0117	-0.1546	0.2208
O	6.0052	7.167	-1.554	-0.1997	0.4006	0.3534
O	8.4935	8.1096	16.3817	0.1235	-0.1755	-0.3492
O	10.0468	9.9314	17.3883	-0.0462	0.0507	-0.2949
O	3.0809	11.2106	21.9275	-0.1943	0.1029	-0.209
O	9.2354	3.1454	16.8863	-0.1611	0.1858	0.204
O	3.6313	7.6038	11.2321	-0.2906	0.1887	0.0851
O	3.7825	10.2322	11.2292	-0.1752	-0.1119	-0.0462
O	2.8682	11.5807	13.3678	-0.253	0.0462	-0.249
O	9.1575	11.9383	11.8282	0.2602	0.2403	-0.0335
O	4.8704	1.8866	11.644	-0.2213	0.4203	-0.2704
O	8.4518	3.6162	13.4252	0.2423	-0.0533	-0.3193
O	8.693	4.9952	20.7379	-0.1379	-0.1159	0.2567
O	12.8671	13.5057	12.4127	-0.1536	-0.2811	-0.2241
O	10.9022	7.3504	12.6447	-0.3043	-0.1542	0.2535
O	4.8172	10.187	20.3745	-0.1599	-0.0569	-0.1057
O	3.5611	13.4086	18.7079	-0.2608	-0.0466	-0.0701
O	12.2205	2.909	17.1511	0.0287	-0.2686	0.1188
O	3.2589	4.4112	18.1016	-0.0575	-0.0334	0.2456
O	8.2779	5.2431	18.0154	-0.0509	-0.2773	-0.0099
O	13.1058	1.5293	15.1044	0.0684	-0.0049	-0.2566
O	8.6281	7.6251	13.8027	0.2753	0.0885	0.1109
O	7.7912	14.552	19.1699	0.3435	0.2908	-0.1192
O	8.8813	5.6751	15.5467	-0.2531	0.1135	0.0299
O	4.0899	4.4373	11.7032	0.1269	-0.4901	-0.3021
O	10.7403	4.6446	12.5957	-0.4681	0.0809	0.0207
O	8.0204	9.45	11.3862	0.1378	-0.0642	0.0288
O	5.8495	3.6721	13.441	0.0099	-0.1327	-0.0217
O	2.4009	4.7372	-3.1317	-0.1678	0.0308	-0.2839
O	11.4261	5.0984	18.516	0.2074	-0.0913	0.0162
O	1.6315	6.2922	12.5614	-0.0625	0.4445	0.075
O	4.063	6.2626	16.2766	0.1994	0.1822	0.3555
O	3.586	3.7312	20.727	-0.1895	0.1634	0.042
O	2.1689	6.6601	-5.0368	-0.1981	-0.0213	-0.0218
O	9.0377	12.3303	18.1464	0.1599	0.2191	-0.2733
O	8.7927	11.5099	15.6781	-0.11	-0.0357	-0.1173
O	1.413	3.1962	19.6106	0.1	0.057	-0.1611
O	9.9911	9.7973	13.0826	-0.1137	-0.0571	-0.1617
O	4.4618	5.34	22.5299	-0.0914	-0.3321	-0.0771
O	2.5135	11.051	19.2863	0.1966	0.1749	-0.0933
O	4.7695	8.8174	16.065	0.1878	-0.0935	0.1561
O	3.4673	14.2007	13.7334	-0.073	-0.1007	-0.2555
O	1.8761	4.7723	22.7777	-0.1463	0.3502	-0.1125
O	10.441	2.7614	19.1836	-0.0131	0.0722	-0.2704
O	3.8941	11.2305	17.0515	-0.1828	0.1198	0.1851
O	12.7401	11.0886	11.3774	-0.097	0.5385	-0.064
O	11.2295	0.5368	16.6264	0.086	0.1321	0.0309
O	2.0783	9.0492	12.8665	0.1686	0.0043	-0.199
O	7.5282	10.7563	13.5299	0.2504	0.0907	-0.1427
O	10.8204	7.459	17.6068	0.042	0.0319	-0.0841
O	6.2613	7.0259	17.5199	-0.3188	0.0267	0.0035

Results
free energy: -46923.817 eV
free energy less fixed offsets of O -463.61, Si -117.95 eV per atom: -12.407 eV
pressure: -2.39 GPa
stress xx, yy, zz, yz, xz, xy (GPa, positive in tension): 2.37, 3.36, 1.44, 0.11, 0.12, -0.46
